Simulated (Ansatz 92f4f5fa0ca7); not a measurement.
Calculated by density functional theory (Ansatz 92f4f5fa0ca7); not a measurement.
Periodic cell of 154 atoms, Si94O60, from a study of silicon, its oxide and their interface. The atomic structure is a simulated model.

Settings: functional r2SCAN; potential files Ansatz norm-conserving; basis plane waves; wave-function cutoff 1300 eV; density cutoff ratio 4; exchange-correlation grid ratio 1; k mesh 2 x 2 x 1, shifted by 0.5 0.5 0.5 of a step; self-consistency stop 5e-10 eV per atom in the density residual; occupations Fermi-Dirac, 0.05 eV; spin none; net charge 0.

Cell vectors (angstrom)
a, 10.9815, -0.0417, 0.0088
b, -0.0417, 10.8554, 0.0473
c, 0.0186, 0.1001, 22.7108

Atoms and the computed forces on them: element, x, y, z (angstrom), force x, y, z (eV/angstrom)
Si, 0.0349, 0.0428, 0.0256, -0.3384, 0.2812, 0.5437
Si, 2.707, 2.8205, 22.54, -0.7008, 0.0181, 0.067
Si, 10.7562, 5.9859, 22.6148, -0.4387, 0.4534, -0.2949
Si, 2.6922, 8.636, 22.5825, 0.205, -0.0335, 0.2123
Si, 5.4669, 0.1423, 22.5971, 0.0531, -0.1369, 0.1292
Si, 8.6317, 2.2979, 22.7259, 0.0781, -0.4269, -0.3224
Si, 6.2763, 5.619, 22.4884, -0.0402, 0.3458, -0.2769
Si, 8.5514, 8.1341, 0.1272, -0.0758, 0.1259, -0.4109
Si, 1.4976, 1.3069, 1.3043, 0.0729, 0.3892, -0.0601
Si, 4.0144, 4.0496, 1.2236, 0.1616, 0.1091, -0.1338
Si, 1.457, 6.94, 1.209, -0.2167, -0.0578, -0.0423
Si, 4.1079, 9.6139, 1.3573, 0.0075, 0.2395, -0.0603
Si, 6.8855, 1.2639, 1.3072, 0.0634, -0.0197, -0.1154
Si, 9.6432, 4.0817, 1.1244, 0.1294, 0.0679, -0.1792
Si, 7.0369, 6.9267, 1.4729, 0.2169, -0.0919, 0.1478
Si, 9.7326, 9.5325, 1.5492, -0.1369, -0.0816, -0.2895
Si, 2.843, 0.0677, 2.7494, 0.0791, -0.1685, -0.0311
Si, 0.0883, 2.8026, 2.5637, 0.0371, -0.003, -0.1253
Si, 2.7639, 5.4997, 2.6008, 0.0428, 0.1309, -0.0369
Si, 0.1186, 8.1519, 2.7703, 0.1558, -0.0109, -0.0848
Si, 8.2633, -0.0182, 2.7346, -0.2393, -0.0509, 0.1034
Si, 5.556, 2.7787, 2.5851, 0.0032, -0.1075, 0.0173
Si, 8.3509, 5.3758, 2.6857, 0.169, 0.2305, -0.1169
Si, 5.483, 8.2017, 2.6822, -0.0087, 0.0179, 0.0317
Si, 4.2411, 1.4266, 4.0465, -0.0103, 0.0855, -0.3611
Si, 1.4179, 4.1647, 3.9932, -0.0705, -0.3133, 0.0433
Si, 4.1407, 6.8105, 4.0204, -0.1223, 0.0908, 0
Si, 1.4555, 9.5102, 4.1185, -0.1611, 0.1567, 0.0656
Si, 9.6868, 1.3998, 3.9709, -0.1846, 0.0734, -0.0179
Si, 6.9415, 4.0774, 4.0259, -0.1579, 0.0471, 0.0724
Si, 9.7066, 6.7167, 4.0973, -0.0669, -0.1942, -0.2078
Si, 6.8707, 9.4579, 4.1284, 0.2033, 0.0494, -0.1099
Si, -0.0251, 10.8731, 5.365, 0.2669, -0.0327, -0.0824
Si, 2.8188, 2.7738, 5.3186, -0.0917, -0.0226, -0.0113
Si, 0.0742, 5.4362, 5.4873, 0.0477, 0.1249, -0.0349
Si, 2.7857, 8.126, 5.4724, -0.0947, -0.07, -0.0162
Si, 5.5038, 10.8559, 5.4491, 0.0394, -0.1631, -0.0134
Si, 8.3423, 2.7336, 5.3975, -0.0208, -0.1526, -0.2263
Si, 5.5403, 5.4742, 5.354, 0.1482, -0.1542, 0.2066
Si, 8.278, 8.0506, 5.414, -0.1129, 0.0219, 0.0759
Si, 1.4396, 1.3577, 6.5999, -0.1146, 0.0668, -0.1966
Si, 4.1479, 4.1242, 6.6956, -0.0798, 0.2395, 0.1455
Si, 1.4046, 6.8029, 6.9008, 0.191, 0.0456, 0.126
Si, 4.1114, 9.4996, 6.8127, 0.1435, 0.0775, 0.1365
Si, 6.9867, 1.313, 6.6852, 0.08, 0.1889, 0.2316
Si, 9.7039, 4.0228, 6.8342, -0.0213, -0.197, 0.2638
Si, 6.881, 6.7779, 6.8398, 0.0407, -0.0768, 0.0533
Si, 9.6973, 9.3667, 6.7324, -0.1814, -0.0935, 0.1873
Si, 2.6374, 10.8537, 8.0547, -0.0454, -0.0932, 0.077
Si, 0.1855, 2.6211, 8.0756, 0.0981, -0.0087, 0.0214
Si, 2.7971, 5.4155, 8.2272, 0.291, -0.2541, 0.2072
Si, 0.0231, 8.167, 8.3265, -0.1927, 0.2483, 0.181
Si, 8.2916, 10.6941, 8.0189, 0.0902, 0.0564, -0.2078
Si, 5.5574, 2.7305, 7.9378, 0.2585, -0.0601, -0.1027
Si, 8.3163, 5.4027, 8.1886, -0.1638, 0.0671, 0.0793
Si, 5.4323, 8.1342, 8.2247, 0.1861, 0.1265, 0.0514
Si, 4.0318, 1.4948, 9.1584, -0.0452, -0.4311, 0.2079
Si, 1.4759, 3.9412, 9.6104, 0.2266, -0.0507, 0.1128
Si, 4.1282, 6.7992, 9.7067, -0.2146, -0.0452, 0.3593
Si, 1.4424, 9.5991, 9.7519, 0.3243, 0.2627, 0.3246
Si, 9.8781, 0.984, 9.2642, -0.0918, 0.4571, 0.3924
Si, 6.7668, 4.11, 9.3827, -0.1245, 0.3507, -0.3763
Si, 9.6247, 6.6668, 9.7227, -0.121, 0.0255, 0.1466
Si, 6.9393, 9.4713, 9.441, -0.1656, -0.4786, -0.2367
Si, 0.2682, 0.4308, 11.1346, -0.5208, -0.3727, -0.5149
Si, 3.2674, 2.8444, 10.8938, -0.3554, 0.1505, -0.2603
Si, 0.2763, 5.4408, 10.9657, 0.0522, 0.0483, 0.5279
Si, 2.4219, 7.8072, 11.1332, 0.2438, 0.0926, 0.5043
Si, 5.9118, 10.8737, 10.9888, -0.614, 0.6004, 0.8967
Si, 7.7479, 2.6631, 10.7989, 0.5883, -0.556, 0.3634
Si, 5.3916, 5.1388, 10.8788, -0.2851, -0.0186, 0.2576
Si, 8.1171, 8.1676, 10.8578, 0.2648, 0.0447, 0.0374
Si, 4.4125, 1.0788, 13.1777, 0.1533, -0.0228, 0.4267
Si, 3.4805, 5.581, 18.6836, 0.1086, 0.0094, -0.4174
Si, 4.1738, 3.3727, 16.9178, 0.0615, 0.032, -0.1756
Si, 4.5322, 1.1577, 20.5916, -0.1917, 0.2397, -0.3118
Si, 9.6572, 9.7005, 13.0585, -0.0403, 0.0383, 0.419
Si, 7.3768, 1.7309, 19.9055, 0.3096, 0.148, -0.3288
Si, 9.3154, 8.3697, 17.7387, 0.1712, -0.0265, -0.0897
Si, 5.0602, 7.5941, 20.558, -0.2768, -0.0842, -0.3288
Si, 8.7962, 7.4143, 14.9803, 0.1284, -0.1276, 0.4857
Si, 2.9788, 0.6316, 17.947, -0.0358, -0.0124, -0.416
Si, 7.4418, 9.3768, 20.0543, 0.3779, -0.1762, -0.2305
Si, 10.8316, 0.3326, 17.3565, -0.0489, -0.1132, -0.0459
Si, 10.1631, 3.0273, 12.5468, -0.0304, -0.0535, 0.3353
Si, 9.7516, 3.0987, 18.5432, -0.0264, 0.0429, -0.4349
Si, 10.361, 5.657, 16.7804, 0.0863, -0.0683, -0.0627
Si, 0.9938, 4.458, 20.4476, 0.0809, 0.0242, -0.1562
Si, 4.2941, 10.3558, 15.5632, 0.0957, 0.0913, 0.2229
Si, 6.4449, 6.69, 13.0448, 0.0518, -0.0343, 0.3341
Si, 3.6286, 7.7073, 14.0021, -0.0537, -0.0926, 0.4455
Si, 9.3011, 1.2689, 14.7774, -0.0153, 0.0689, 0.4094
Si, 2.4441, 5.6505, 16.0124, -0.1298, -0.0971, 0.0566
Si, 6.2514, 1.705, 15.2919, 0.0487, 0.0155, 0.1833
O, 5.5736, 2.7753, 16.3344, -0.1522, -0.1619, -0.0644
O, 4.3084, 6.7118, 19.4437, 0.1378, 0.1219, 0.3393
O, 6.9336, 7.7408, 11.9166, 0.1905, 0.0051, -0.1531
O, 2.9484, 6.3787, 17.3698, 0.059, -0.3388, 0.0681
O, 0.3545, 5.7944, 21.0878, 0.0211, -0.2421, 0.2394
O, 10.7711, 4.5281, 12.3266, 0.059, 0.064, -0.5661
O, 10.3537, 0.5981, 15.8256, -0.1792, 0.0794, -0.0585
O, 5.761, 1.8405, 19.7244, -0.1986, -0.1834, 0.246
O, 5.872, 8.8899, 19.9613, -0.0192, -0.1089, 0.2184
O, 7.9898, 9.0791, 21.5514, 0.0392, -0.1978, 0.1864
O, 5.1801, 10.7059, 12.4813, 0.1475, -0.0025, -0.4865
O, 7.8784, 1.8149, 15.3917, 0.0489, -0.1551, -0.2674
O, 0.1112, 10.3335, 12.5511, -0.1308, 0.286, -0.1772
O, 8.972, 9.3184, 11.6533, -0.1626, -0.1675, 0.0804
O, 3.6926, 2.3399, 21.3356, 0.0552, -0.1096, -0.2171
O, 3.7131, 10.4107, 17.0643, -0.0046, 0.2264, 0.0043
O, 3.3419, 1.8548, 12.2281, 0.0204, 0.1661, -0.2672
O, 3.4872, 0.4754, 19.4935, 0.3755, 0.1821, 0.324
O, 8.9091, 0.0688, 13.7437, 0.1333, -0.1466, -0.3054
O, 2.2405, 4.8998, 19.4947, -0.187, -0.0571, 0.1696
O, 6.3616, 5.2794, 12.2425, -0.3374, 0.1983, -0.4802
O, 6.7585, 1.4265, 11.1553, 0.0012, -0.1196, -0.1859
O, 8.4837, 8.2927, 16.3269, 0.2256, -0.1821, -0.1024
O, 0.8822, 5.3221, 16.3004, 0.0505, 0.1145, 0.0384
O, 8.5823, 3.0683, 12.1414, 0.0797, -0.0826, -0.2211
O, 4.9567, 6.9119, 13.5833, 0.142, 0.0517, -0.2327
O, 3.5559, 0.4572, 14.4347, 0.3596, -0.0254, -0.2081
O, 8.2779, 8.4822, 18.9716, -0.2224, 0.2316, 0.2839
O, 9.7208, 4.2993, 17.4246, 0.1314, -0.1402, 0.269
O, 7.7689, 2.3717, 21.3381, 0.1276, 0.0579, -0.0374
O, 3.3043, 4.2573, 15.8247, 0.0491, 0.1309, 0.2938
O, 1.3128, 6.6215, 11.5025, -0.0105, 0.0813, -0.4388
O, 8.9046, 2.2016, 9.7796, -0.261, 0.1323, 0.14
O, 7.6982, 0.1222, 19.713, -0.1017, 0.0684, 0.144
O, 3.9187, 8.0049, 21.6332, -0.2321, 0.0486, -0.2269
O, 4.1879, 4.1152, 11.3232, 0.2889, 0.0741, 0.0297
O, 10.7774, 3.6195, 19.6959, 0.1337, 0.0973, 0.1568
O, 4.4673, 4.3746, 18.1724, -0.3161, 0.1, 0.0271
O, 4.6482, 0.2121, 9.9974, 0.396, 0.0084, -0.0177
O, 4.7729, 5.0459, 22.7216, 0.0693, -0.0732, 0.2424
O, 5.5739, 2.0513, 13.8406, -0.2065, -0.3009, -0.151
O, 10.219, 9.7214, 17.8209, -0.1265, -0.0028, -0.0863
O, 1.4212, 0.2914, 17.6898, 0.1487, 0.0922, 0.1066
O, 9.6868, 8.3684, 13.9958, -0.1082, 0.1772, -0.2432
O, 10.3201, 1.6428, 18.1337, -0.0874, 0.1324, 0.0593
O, 2.9341, 8.2937, 12.6559, -0.1951, -0.1847, -0.6891
O, 8.1976, 2.727, 18.8921, -0.0815, -0.2517, 0.3285
O, 5.8566, 0.1341, 15.6185, -0.2898, 0.1719, -0.1283
O, 10.2136, 6.9739, 17.7837, -0.177, 0.0228, -0.1995
O, 3.2449, 2.1438, 17.4166, 0.0726, -0.1546, 0.1519
O, 9.8695, 1.2518, 22.3356, 0.1268, -0.0917, -0.0143
O, 7.4545, 6.8393, 14.2989, -0.1577, 0.0538, -0.4484
O, 6.1988, 6.6154, 21.19, -0.0652, -0.1396, 0.288
O, 0.1321, 2.0241, 11.6708, 0.1517, -0.4553, 0.3467
O, 2.6287, 6.6561, 14.7594, 0.2314, 0.1898, -0.1565
O, 10.1156, 2.5112, 14.0993, -0.0261, -0.0715, -0.531
O, 4.1374, 8.8401, 15.0502, -0.1087, -0.055, -0.2856
O, 9.5988, 6.0731, 15.4109, -0.0837, 0.3124, 0.0276
O, 1.4772, 3.5806, 21.7297, 0.423, -0.0952, -0.027
O, 9.5839, 7.1044, 22.2357, 0.2701, -0.3681, 0.4929

Results
free energy: -38918.951 eV
free energy less fixed offsets of O -463.61, Si -117.95 eV per atom: -15.051 eV
pressure: -1.90 GPa
stress xx, yy, zz, yz, xz, xy (GPa, positive in tension): 1.68, 2.19, 1.83, -0.56, -0.02, 0.12
